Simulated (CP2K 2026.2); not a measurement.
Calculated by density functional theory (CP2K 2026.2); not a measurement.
Periodic cell of 504 atoms, Si360O144, from a study of silicon, its oxide and their interface. The atomic structure is a simulated model.
Doubt: the forces sum to 2.56 eV/angstrom along one axis rather than to zero, so they err by at least 0.0051 eV/angstrom per atom on average; the grid cutoff is modest.

Settings
functional: PBE
method: Gaussian and plane waves
basis set: DZVP-MOLOPT-SR-GTH
pseudopotentials: GTH-PBE
grid cutoff: 350 Ry, relative cutoff 50 Ry
k points: Gamma only
occupations: fixed
spin: none
net charge: 0

Cell vectors (angstrom)
a 16.32 0 0
b 0 16.32 0
c 1.5021 -2.4899 33.8742

Atoms and the computed forces on them: element, x, y, z (angstrom), force x, y, z (eV/angstrom)
Si 13.339 10.077 33.162 -0.45 -0.431 0.294
Si 2.039 0.775 1.2 0.634 -0.01 0.404
Si 14.292 4.539 1.517 0.014 0.228 0.47
Si 0.921 7.129 1.436 -0.22 0.207 0.487
Si 15.417 8.85 1.327 0.002 -0.032 0.035
Si 1.416 11.649 1.156 -0.361 -0.407 0.428
Si 3.766 15.386 1.292 0.013 0.056 -0.022
Si 6.503 1.677 1.502 0.183 -0.018 0.675
Si 4.305 3.864 1.468 -0.19 0.061 0.645
Si 7.33 6.421 1.363 0.077 0.002 -0.082
Si 3.796 9.617 1.468 0.23 -0.023 0.682
Si 7.461 11.822 1.294 -0.056 -0.073 -0.069
Si 10.152 14.492 1.681 0.03 0.008 -0.046
Si 12.369 1.589 1.368 0.071 -0.28 0.627
Si 9.085 4.632 1.408 0.014 0.044 -0.021
Si 12.645 6.298 1.465 -0.03 0.064 -0.106
Si 9.044 10.057 1.604 -0.031 0.093 -0.003
Si 11.881 12.821 1.618 0.003 0.046 0.097
Si 16.002 15.954 2.829 0.036 0.141 0.705
Si 2.732 2.567 2.678 -0.006 -0.027 -0.102
Si 16.184 5.43 2.663 -0.008 -0.019 -0.06
Si 2.606 8.123 2.798 0.024 -0.026 -0.062
Si 16.276 10.631 2.637 -0.018 0.019 -0.054
Si 2.78 13.838 2.757 0.403 0.248 0.403
Si 5.381 0.049 2.738 0.015 -0.024 -0.013
Si 8.177 2.838 2.686 -0.026 -0.015 -0.079
Si 5.548 5.455 2.667 -0.017 -0.007 -0.032
Si 8.171 8.184 2.753 0.006 -0.066 0.011
Si 5.54 10.872 2.512 0.001 0.036 0.015
Si 8.291 13.518 2.729 -0.004 0.015 0.065
Si 11.127 0.017 2.708 -0.016 0.081 -0.073
Si 13.508 2.846 2.941 0.021 0.059 -0.038
Si 10.834 5.486 2.746 -0.008 -0.024 -0.019
Si 13.674 8.015 2.695 -0.023 0.014 0.019
Si 10.883 10.993 2.766 0.045 -0.011 0.068
Si 13.752 13.787 2.851 -0.438 -0.328 0.183
Si 14.929 1.354 4.089 0.02 -0.047 -0.041
Si 1.308 4.006 3.925 -0.003 0.031 0.057
Si 14.953 6.746 4.186 -0.031 0.026 -0.021
Si 1.331 9.498 4.171 -0.014 0.011 -0.013
Si 14.995 12.146 3.992 0.01 0.009 -0.049
Si 1.319 14.952 4.217 -0.003 -0.019 -0.025
Si 4.06 1.347 4.178 -0.013 -0.004 0.005
Si 6.816 4.106 4.129 0 -0.032 0.019
Si 4.09 6.764 4.008 0.008 -0.013 0.031
Si 6.719 9.492 4.052 0.008 0.038 -0.009
Si 4.169 12.282 3.925 -0.045 -0.033 -0.072
Si 6.832 14.941 3.96 -0.041 -0.003 -0.022
Si 9.582 1.38 3.958 0.027 -0.007 -0.026
Si 12.077 4.115 4.227 -0.006 0.066 0.015
Si 9.581 6.904 4.123 0.012 -0.005 0.002
Si 12.281 9.497 3.96 -0.003 0.01 -0.002
Si 9.536 12.228 4.238 0.013 0.012 -0.08
Si 12.324 15.029 4.242 0.007 -0.054 -0.056
Si 13.641 0.058 5.573 0.003 0.002 0.025
Si 16.33 2.703 5.406 -0.017 -0.015 -0.002
Si 13.547 5.433 5.516 -0.002 -0.005 -0.007
Si 16.311 8.126 5.514 -0.003 0.013 -0.01
Si 13.604 10.848 5.378 -0.013 0.03 0.031
Si 16.32 13.49 5.46 0.012 -0.014 0.026
Si 2.682 0.019 5.526 0.002 0.035 -0.012
Si 5.448 2.733 5.47 -0.006 -0.031 -0.01
Si 2.701 5.369 5.323 -0.006 -0.012 0.008
Si 5.382 8.147 5.425 -0.021 -0.007 -0.001
Si 2.769 10.928 5.365 0.023 0.006 -0.016
Si 5.475 13.609 5.374 -0.016 0.009 0.005
Si 8.184 0.012 5.322 0.052 -0.008 0.009
Si 10.799 2.684 5.511 -0.007 -0.013 -0.006
Si 8.192 5.489 5.443 -0.017 -0.026 -0.042
Si 10.944 8.223 5.454 0.028 0.022 0.04
Si 8.116 10.831 5.457 -0.007 -0.043 -0.029
Si 10.904 13.632 5.507 0.014 -0.02 0.014
Si 14.992 14.921 6.822 0.006 0.015 -0.008
Si 1.339 1.391 6.845 -0.002 -0.004 0.016
Si 14.954 4.047 6.795 -0.005 0.003 -0.007
Si 1.39 6.741 6.773 0.026 -0.01 -0.01
Si 14.946 9.518 6.809 -0.035 0.001 0.012
Si 1.403 12.207 6.809 0 -0.013 0.001
Si 4.093 14.939 6.777 0.024 -0.025 -0.011
Si 6.827 1.339 6.758 0.026 0.025 0.006
Si 4.051 4.08 6.78 -0.012 0.025 0.008
Si 6.788 6.817 6.783 -0.003 0.017 -0.006
Si 4.059 9.534 6.772 -0.002 0 0.017
Si 6.786 12.241 6.785 -0.011 -0.015 0.007
Si 9.507 15.003 6.788 -0.02 -0.011 -0.007
Si 12.219 1.381 6.871 0.005 -0.001 -0.003
Si 9.479 4.091 6.837 0.014 0.004 0.017
Si 12.241 6.836 6.849 -0.019 0.018 0.016
Si 9.524 9.525 6.811 0.01 0.001 0.005
Si 12.273 12.226 6.792 0.015 -0.018 -0.014
Si 16.329 -0.015 8.181 0.019 -0.005 0.001
Si 2.72 2.736 8.179 -0.004 -0.004 0.012
Si 16.328 5.414 8.149 0 -0.002 -0.001
Si 2.716 8.146 8.132 -0.001 0.013 0.006
Si 16.336 10.86 8.155 -0.002 -0.014 0.007
Si 2.737 13.593 8.158 0.01 0.003 0.013
Si 5.456 -0.013 8.129 0.004 0.007 0.004
Si 8.131 2.71 8.17 -0.001 0.001 0.007
Si 5.42 5.449 8.134 -0.002 -0.013 -0.002
Si 8.155 8.158 8.156 0.025 -0.003 0.01
Si 5.429 10.881 8.144 -0.002 0.007 0.009
Si 8.154 13.612 8.136 0.012 0.011 -0.006
Si 10.86 0.003 8.189 -0.007 -0.009 0.007
Si 13.603 2.725 8.197 -0.002 0.006 0.016
Si 10.871 5.448 8.172 0.014 0.003 0.011
Si 13.602 8.182 8.2 -0.009 -0.008 0.007
Si 10.884 10.895 8.159 -0.01 0.011 0.005
Si 13.613 13.584 8.173 -0.014 -0.017 0.013
Si 14.961 1.334 14.941 0.005 0.016 -0.01
Si 1.373 4.059 14.972 -0.019 0.012 0.015
Si 14.961 6.811 14.927 -0.009 0.003 -0.006
Si 1.367 9.564 14.979 0.013 -0.009 0.001
Si 15.005 12.257 14.973 -0.01 -0.002 0.004
Si 1.398 14.955 14.984 0.01 -0.017 -0.003
Si 4.089 1.349 15.004 0.007 -0.005 -0.005
Si 6.793 4.061 14.98 0.001 -0.011 -0.005
Si 4.092 6.783 14.928 0.019 -0.01 -0.014
Si 6.774 9.528 14.947 -0.016 0.02 -0.008
Si 4.071 12.25 14.986 0.012 -0.006 -0.004
Si 6.779 14.961 14.995 -0.019 0.002 -0.003
Si 9.515 1.349 14.963 0.012 0 -0.014
Si 12.237 4.082 14.912 0.001 -0.016 -0.008
Si 9.493 6.791 14.907 0.006 0.002 -0.002
Si 12.242 9.512 14.915 0.01 0.001 -0.011
Si 9.503 12.254 14.953 0.006 0.014 -0.01
Si 12.229 14.975 14.973 -0.005 -0.003 -0.016
Si 13.592 0.014 16.333 0.018 0.003 0.001
Si 16.338 2.658 16.303 -0.034 -0.004 0.005
Si 13.602 5.435 16.262 -0.007 0.015 0.007
Si 16.288 8.205 16.286 -0.012 0.011 0.007
Si 13.634 10.852 16.258 -0.006 -0.042 0.002
Si 16.386 13.602 16.365 -0.007 -0.011 0
Si 2.754 -0.025 16.382 0.008 0.001 0.001
Si 5.442 2.707 16.377 -0.006 0.036 0.013
Si 2.779 5.407 16.301 0.017 -0.005 0.004
Si 5.407 8.161 16.296 -0.007 -0.035 -0.019
Si 2.715 10.921 16.383 -0.037 -0.012 0.011
Si 5.413 13.602 16.369 0.001 0.008 0.016
Si 8.168 -0.015 16.339 0.014 0.018 -0.005
Si 10.891 2.727 16.281 -0.009 0.025 -0.015
Si 8.149 5.452 16.305 0.024 0.009 -0.013
Si 10.855 8.15 16.24 -0.012 0.002 -0.01
Si 8.141 10.885 16.296 -0.004 0.005 -0.01
Si 10.826 13.646 16.321 -0.016 0.013 0.006
Si 15.032 15.018 17.653 0.015 0.033 0.038
Si 1.419 1.371 17.72 -0.012 0.057 -0.012
Si 14.89 3.976 17.585 0.012 0.028 -0.016
Si 1.37 6.809 17.52 0.004 -0.013 -0.041
Si 14.977 9.568 17.726 -0.004 0.011 -0.041
Si 1.376 12.256 17.833 0.04 0.006 0.001
Si 4.061 14.917 17.804 -0.019 -0.02 0.021
Si 6.855 1.359 17.704 0.011 0.009 0.021
Si 4.097 4.071 17.772 -0.007 -0.01 -0.026
Si 6.723 6.772 17.649 0.007 -0.032 -0.037
Si 4.084 9.524 17.685 -0.012 0.032 0.017
Si 6.827 12.267 17.685 0.012 0 -0.025
Si 9.466 14.967 17.782 0.018 -0.037 0
Si 12.169 1.342 17.686 -0.027 0.012 -0.015
Si 9.606 4.156 17.622 -0.016 0.008 -0.003
Si 12.285 6.873 17.584 0.014 0.013 -0.013
Si 9.443 9.436 17.602 0.005 -0.008 0.011
Si 12.214 12.201 17.509 0.004 -0.006 -0.009
Si 16.38 0.064 19.095 -0.021 -0.066 0.014
Si 2.738 2.716 19.165 -0.024 -0.038 0.026
Si 16.349 5.357 18.734 0.014 0.018 0.008
Si 2.615 8.176 18.95 -0.028 -0.03 0.019
Si 16.293 10.904 19.197 0.022 -0.03 0.016
Si 2.724 13.578 19.298 0.052 0.041 0.039
Si 5.528 -0.057 19.07 0.021 -0.005 0.037
Si 8.234 2.829 18.952 0.027 -0.046 0.032
Si 5.422 5.48 19.131 -0.003 -0.023 0.013
Si 8.074 8.078 19.007 0.02 0.048 0.019
Si 5.538 10.854 19.006 -0.018 -0.013 0.056
Si 8.122 13.578 19.177 -0.054 0.021 0.037
Si 10.796 0.058 19.135 -0.038 0.014 0.012
Si 13.505 2.693 19.038 0.033 0.011 0.03
Si 10.984 5.55 18.969 -0.037 -0.058 -0.018
Si 13.583 8.202 19.029 -0.036 0.004 0.016
Si 10.851 10.821 18.82 0.057 0.003 0.046
Si 13.615 13.549 18.78 -0.002 -0.043 0.036
Si 14.939 1.412 20.409 0.042 0.095 0.035
Si 1.242 4.142 20.336 0 -0.022 0.062
Si 15.022 6.674 20.066 -0.032 0.002 -0.034
Si 1.301 9.431 20.514 -0.055 -0.034 0.07
Si 14.81 12.327 20.394 -0.006 0.039 0.025
Si 1.207 -1.371 20.617 0.012 0.029 0.071
Si 4.298 1.4 20.41 0.157 0.377 -0.442
Si 6.984 4.205 20.383 0.048 0.027 0.015
Si 3.917 6.845 20.362 -0.026 -0.108 0.084
Si 6.811 9.464 20.448 -0.009 0.036 0.005
Si 4.202 12.07 20.486 -0.055 0.041 -0.001
Si 6.683 -1.477 20.646 -0.225 -0.366 -0.372
Si 9.515 1.601 20.498 0.097 0.076 0.001
Si 12.272 4.202 20.406 0.055 0.049 -0.033
Si 9.551 6.816 20.324 0.012 -0.046 0.004
Si 12.153 9.592 20.324 -0.024 -0.042 0.014
Si 9.552 12.07 20.302 -0.031 -0.051 0.003
Si 12.267 -1.475 20.13 0.074 -0.011 -0.033
Si 13.874 -0.424 21.437 0.366 -0.284 -0.348
Si 15.739 3.334 21.616 -0.156 0.048 -0.571
Si 14.117 5.113 21.566 -0.035 0.018 0.078
Si 16.566 7.556 21.552 0.321 -0.041 -0.472
Si 13.021 11.391 21.591 0.058 -0.113 -0.037
Si 15.612 14.078 21.741 0.046 0.043 -0.017
Si 2.331 -0.047 22.236 -0.297 -0.498 -0.369
Si 5.954 2.516 21.584 -0.028 0.014 0.018
Si 2.085 5.951 21.576 -0.123 0.249 -0.661
Si 5.134 8.21 23.805 -0.137 0.125 -0.57
Si 3.192 10.298 21.634 0.107 -0.125 -0.581
Si 5.541 13.284 22.051 0.136 -0.044 -0.748
Si 7.788 1.009 22.005 0.1 0.512 0.139
Si 10.51 3.381 21.703 -0.296 0.193 -0.574
Si 8.738 5.122 21.725 0.102 -0.238 -0.478
Si 10.425 8.58 21.562 0.039 0.005 0.045
Si 8.693 10.306 21.671 0.114 -0.16 -0.538
Si 11.354 13.088 21.372 -0.024 -0.018 -0.047
Si 10.829 13.442 23.579 0.271 -0.283 -0.535
Si 17.161 2.025 23.819 -0.028 0.083 0.017
Si 10.519 7.803 26.383 0.519 -0.322 0.326
Si 5.798 8.326 28.938 0.021 -0.036 0.139
Si 3.495 10.415 24.734 0.09 0.53 0.153
Si 14.995 9.065 29.708 0.192 -0.029 0.523
Si 12.689 11.066 23.914 0.187 0.344 -0.667
Si 5.777 3.529 23.668 -0.027 -0.267 -0.592
Si 2.761 6.218 24.536 -0.07 0.022 -0.104
Si 4.882 8.603 21.543 -0.021 0.02 0.013
Si 5.582 11.098 28.193 -0.138 -0.047 -0.07
Si 3.089 14.104 23.982 0.067 0.025 0.025
Si 7.989 1.693 24.259 -0.024 -0.227 -0.689
Si 15.599 11.744 28.316 -0.09 -0.118 0.002
Si 7.063 6.081 24.144 0.148 -0.017 -0.102
Si 11.509 8.254 23.592 -0.332 -0.078 -0.533
Si 7.989 12.17 23.942 -0.065 0.007 -0.088
Si 16.474 13.149 23.756 -0.376 0.249 -0.511
Si 16.131 6.746 32.959 0.046 0.446 0.49
Si 1.589 5.555 30.712 -0.072 0.055 0
Si 5.835 12.104 32.932 -0.144 0.093 0.495
Si 6.151 6.488 32.539 -0.476 -0.134 -0.529
Si 16.655 7.016 28.172 -0.038 -0.03 0.009
Si 12.371 -0.309 24.031 -0.09 0.025 -0.039
Si 8.177 3.614 28.051 -0.074 0.048 0.036
Si 13.207 2.692 31.491 0.005 0.02 -0.072
Si 3.644 12.215 26.181 -0.115 -0.418 -0.528
Si 13.605 4.92 33.32 0.22 -0.462 0.552
Si 3.936 11.832 30.72 -0.038 0.016 -0.016
Si 11.235 -1.032 28.999 0.076 0.005 -0.057
Si 10.825 10.659 27.644 -0.057 -0.075 0.115
Si 16.075 3.085 30.329 -0.182 0.086 -0.008
Si 7.963 -2.074 32.644 0.05 0.032 0.069
Si 14.604 -1.677 25.703 -0.012 -0.051 0.137
Si 1.931 -0.492 28.173 -0.07 0.008 0.027
Si 14.322 6.649 23.362 0.024 -0.418 -0.456
Si 14.948 2.921 27.586 -0.032 0.101 -0.025
Si 2.138 -0.08 33.116 -0.72 -0.219 0.227
Si 12.989 12.906 27.738 -0.103 -0.008 0.113
Si 3.649 2.545 33.401 -0.021 0.019 0.151
Si 5.032 2.219 30.728 0.086 -0.06 0.106
Si 8.112 -1.259 28.357 -0.038 -0.075 -0.03
Si 16.302 0.585 26.249 -0.117 0.055 -0.003
Si 9.646 9.985 32.865 0.294 -0.54 0.491
Si 3.219 3.401 25.474 0.019 0.06 -0.133
Si 1.218 8.498 25.79 -0.056 0.013 -0.035
Si 16.096 -0.181 33.339 0.648 -0.175 0.163
Si 17.031 0.203 30.673 -0.08 -0.093 0.219
Si 2.054 12.916 28.564 -0.005 -0.126 -0.007
Si 11.008 2.313 24.648 -0.056 0.087 -0.116
Si 10.724 -1.38 31.958 -0.035 -0.033 0.072
Si 14.65 5.65 26.38 -0.029 0.063 -0.008
Si 11.978 6.585 27.685 -0.392 0.358 -0.445
Si 6.906 9.378 31.749 -0.099 0.046 -0.115
Si 7.937 2.632 30.958 -0.047 0.036 0.12
Si 8.089 12.158 27.097 0.101 -0.012 -0.069
Si 11.903 8.844 29.831 -0.308 -0.067 0.537
Si 15.792 8.825 31.854 -0.291 -0.409 -0.148
Si 11.744 0.909 33.625 -0.333 0.433 0.347
Si 6.765 1.137 26.859 0.035 0.049 0.005
Si 2.542 9.251 31.974 0.012 -0.014 0.013
Si 12.251 1.94 28.579 -0.472 0.456 -0.235
Si 11.487 12.289 33.279 0.058 -0.097 0.532
Si 8.719 4.713 32.982 -0.084 -0.113 0.612
Si 4.268 6.716 31.018 0.618 -0.165 0.457
Si 7.708 6.479 27.165 0.025 0.053 -0.086
Si 11.118 6.751 33.393 -0.056 0.619 -0.069
Si 4.025 1.736 27.979 0.046 -0.019 -0.1
Si 11.556 8.711 32.18 0.051 -0.034 -0.017
Si 15.49 10.722 25.292 0.058 -0.021 -0.011
Si 6.85 -0.13 30.877 0.036 0.101 -0.08
Si 11.129 3.567 27.309 0.355 -0.34 0.409
Si 14.959 1.343 9.538 -0.025 -0.023 -0.01
Si 1.36 4.081 9.541 0.005 -0.008 -0.001
Si 14.976 6.795 9.515 -0.004 0.017 -0.003
Si 1.36 9.493 9.513 -0.024 -0.012 0.005
Si 14.982 12.23 9.52 0.027 0.014 0
Si 1.383 14.957 9.526 0.008 0.02 0.005
Si 4.092 1.349 9.501 -0.002 0.022 0.003
Si 6.763 4.075 9.508 -0.012 -0.008 0.005
Si 4.08 6.808 9.509 0.02 0.009 -0.001
Si 6.796 9.528 9.509 0.01 0.011 0
Si 4.083 12.233 9.521 -0.01 -0.01 0.006
Si 6.801 14.958 9.513 -0.011 -0.017 -0.007
Si 9.504 1.367 9.536 0.023 0.004 0
Si 12.24 4.094 9.533 0.014 0.016 0
Si 9.503 6.799 9.525 -0.017 -0.023 -0.001
Si 12.231 9.539 9.539 0.007 -0.014 -0.003
Si 9.52 12.261 9.51 0.011 0.003 -0.001
Si 12.234 14.947 9.523 -0.016 -0.003 -0.002
Si 13.596 -0.016 10.887 0.016 0.015 0.012
Si 16.33 2.704 10.892 0.006 0.008 0
Si 13.611 5.443 10.88 -0.007 -0.015 -0.01
Si 16.326 8.151 10.887 0.008 -0.008 -0.002
Si 13.61 10.889 10.888 -0.012 0.005 -0.009
Si 16.333 13.598 10.877 -0.012 -0.009 0
Si 2.738 -0.002 10.881 0.01 -0.024 0
Si 5.427 2.711 10.88 0 -0.006 -0.005
Si 2.727 5.448 10.887 -0.015 0.012 0.006
Si 5.435 8.166 10.872 0 -0.008 0.003
Si 2.717 10.87 10.867 0.007 -0.002 -0.002
Si 5.44 13.602 10.876 -0.007 0.001 -0.003
Si 8.15 -0.003 10.887 0 0.012 -0.001
Si 10.877 2.72 10.881 -0.008 0.004 0
Si 8.14 5.428 10.865 0.017 0.005 -0.004
Si 10.863 8.169 10.877 -0.001 -0.001 -0.001
Si 8.153 10.896 10.866 0 0.002 0
Si 10.875 13.604 10.893 0 0 0.002
Si 14.965 14.946 12.244 0.011 -0.007 -0.002
Si 1.371 1.342 12.252 0.004 0.012 -0.002
Si 14.976 4.082 12.239 -0.017 -0.004 -0.005
Si 1.37 6.805 12.251 -0.008 0.007 -0.001
Si 14.969 9.524 12.24 -0.003 -0.013 0.003
Si 1.377 12.245 12.232 -0.006 -0.005 -0.003
Si 4.093 14.963 12.247 0.002 0.001 -0.002
Si 6.789 1.354 12.245 -0.003 0.001 0.001
Si 4.075 4.067 12.246 0.004 -0.008 0
Si 6.794 6.798 12.223 0.008 -0.012 -0.003
Si 4.071 9.52 12.238 0 0.004 0.006
Si 6.787 12.243 12.239 0 0.014 -0.002
Si 9.509 14.962 12.253 0.006 0.001 0.006
Si 12.242 1.359 12.235 -0.009 0 -0.002
Si 9.495 4.063 12.229 0.009 0.004 -0.002
Si 12.227 6.795 12.215 0.023 0.009 -0.001
Si 9.511 9.54 12.233 -0.012 0.003 0.005
Si 12.253 12.255 12.247 -0.001 -0.006 0.003
Si 16.333 -0.031 13.608 -0.03 -0.029 -0.004
Si 2.727 2.698 13.618 -0.008 -0.009 0.008
Si 16.342 5.435 13.606 0.019 0.019 0
Si 2.715 8.173 13.616 -0.012 -0.014 0.004
Si 16.338 10.897 13.591 0.012 0.013 -0.003
Si 2.736 13.603 13.602 0.013 0.014 -0.01
Si 5.44 0.003 13.622 0.011 0.007 -0.015
Si 8.146 2.705 13.608 -0.007 -0.014 -0.011
Si 5.456 5.424 13.589 0 0.019 0
Si 8.14 8.177 13.577 0.014 0.002 0.004
Si 5.417 10.889 13.6 -0.009 -0.012 -0.002
Si 8.132 13.606 13.609 -0.017 -0.02 -0.001
Si 10.881 0.007 13.598 0.012 0.024 0.003
Si 13.616 2.717 13.584 0.018 0.018 -0.002
Si 10.859 5.429 13.563 -0.022 -0.02 -0.009
Si 13.591 8.148 13.563 -0.031 -0.013 0.002
Si 10.88 10.902 13.591 0.031 0.003 0.003
Si 13.608 13.605 13.628 0.004 0.003 -0.002
O 14.865 14.892 2.259 0.161 -0.081 -0.277
O 0.53 0.211 1.557 -0.318 0.092 -0.159
O 1.738 13.12 1.714 -0.252 0.368 -0.222
O 3.743 0.38 21.584 0.431 -0.329 0.31
O 7.482 -0.597 21.801 0.327 -0.116 0.129
O 11.491 -1.084 30.584 0.323 0.281 0.233
O 13.676 -1.062 24.558 0.161 0.11 -0.405
O 16.368 0.893 24.663 -0.121 -0.249 -0.181
O 7.441 5.511 32.342 0.01 0.021 -0.172
O 15.619 7.58 22.93 0.326 0.324 0.476
O 13.916 10.711 24.917 -0.041 -0.143 0.27
O 1.768 13.241 23.618 0.129 -0.501 -0.039
O 1.491 1.313 22.519 0.081 0.36 -0.664
O 2.472 5.501 23.112 0.024 -0.135 0.224
O 12.984 7.572 23.457 0.008 -0.062 -0.031
O 2.953 10.676 23.223 -0.227 0.382 -0.024
O 2.656 -0.676 23.717 0.151 0.381 0.577
O 4.326 13.831 22.986 -0.034 0.272 0.169
O 11.509 5.038 27.882 0.139 -0.341 0.263
O 4.061 7.171 24.45 0.018 -0.075 0.134
O 3.334 2.76 26.944 -0.378 0.353 0.204
O 14.934 5.644 32.712 0.159 0.116 -0.204
O 8.46 9.796 31.77 0.176 0.346 -0.657
O 16.199 11.579 24.103 0.181 -0.413 -0.591
O 2.113 0.006 31.483 0.409 -0.25 -0.328
O 12.389 2.415 30.132 -0.325 0.059 0.151
O 6.709 8.019 32.593 0.139 0.098 0.312
O 15.836 -0.214 31.707 -0.384 -0.121 -0.404
O 1.563 6.459 0.052 -0.078 0.115 -0.315
O 5.219 0.906 27.255 -0.318 -0.674 -0.104
O 14.902 9.923 32.7 0.209 0.174 0.37
O 13.415 9.382 29.574 -0.046 0.394 -0.305
O 4.923 9.62 24.605 0.453 0.191 0.352
O 7.035 0.779 0.238 0.516 -0.321 0.049
O 10.681 -0.008 32.811 -0.462 -0.001 0.016
O 1.229 8.094 27.362 0.173 0.424 0.11
O 8.353 5.733 23.222 0.198 0.189 0.19
O 5.11 9.54 28.104 -0.468 -0.097 -0.262
O 11.812 12.384 24.383 -0.11 0.176 0.503
O 17.406 6.37 32.01 0.305 0.272 0.176
O 16.778 12.776 28.703 -0.233 0.317 0.085
O 12.777 11.528 32.611 0.196 0.397 -0.329
O 2.997 5.006 25.586 0.177 0.124 0.463
O 10.04 5.664 32.786 0.074 -0.051 -0.025
O 2.565 1.381 33.728 -0.224 0.145 0.242
O 11.152 2.412 0.668 -0.09 0.071 0.278
O 9.246 13.196 23.868 -0.235 0.458 0.217
O 15.098 -0.437 26.614 -0.085 0.154 0.705
O 13.54 1.294 0.216 0.089 -0.529 -0.215
O 13.739 1.924 27.94 0.126 -0.257 0.139
O 4.152 8.669 0.182 0.186 -0.668 0.03
O 9.234 -1.943 31.654 -0.155 -0.176 -0.378
O 8.016 1.01 31.001 0.412 -0.066 -0.026
O 3.213 5.489 30.794 0.395 -0.692 -0.175
O 8.502 3.125 29.544 0.553 -0.197 0.018
O 11.537 13.817 32.779 0.458 0.283 0.211
O 17.517 6.278 29.316 0.377 -0.16 -0.351
O 14.438 4.053 26.554 -0.29 -0.073 -0.339
O 14.192 12.444 28.719 -0.037 -0.056 0.607
O 16.877 1.717 30.171 0.568 -0.162 -0.315
O 15.778 10.364 29.123 0.337 -0.046 -0.024
O 11.951 1.012 24.841 0.296 -0.013 0.524
O 15.929 13.997 25.037 0.108 0.013 0.362
O 2.5 11.968 27.323 -0.388 -0.495 0.133
O 6.643 7.64 23.989 0.525 0.55 0.045
O 17.079 -0.626 29.296 -0.223 -0.28 -0.175
O 1.352 -0.11 26.72 0.384 0.137 -0.264
O 11.533 3.392 25.733 0.138 0.123 -0.107
O 11.842 7.364 29.12 -0.224 -0.034 0.277
O 7.77 5.177 28.124 0.011 -0.094 0.599
O 5.03 12.042 27 0.273 0.255 -0.202
O 12.832 0.183 22.569 -0.35 0.668 0.075
O 7.762 0.089 27.552 0.355 0.239 -0.268
O 9.594 11.682 27.442 0.158 0.13 -0.045
O 4.772 7.236 29.554 -0.004 -0.08 -0.389
O 2.778 10.792 0.955 0.015 0.296 0.015
O 6.538 9.046 30.205 0.098 0.27 -0.163
O 6.043 10.525 32.52 -0.339 -0.158 0.44
O 3.427 7.928 31.702 0.092 0.056 0.057
O 8.405 10.764 23.235 0.165 -0.241 0.3
O 12.55 6.055 33.772 0.115 0.129 0.542
O 11.1 2.974 23.182 0.369 0.035 0.214
O 11.131 -1.349 24.06 -0.559 0.252 0.468
O 7.709 11.963 25.524 -0.445 -0.065 -0.016
O 2.594 -1.946 28.131 0.654 -0.007 -0.061
O 4.608 12.62 31.976 -0.244 0.445 0.069
O 7.01 0.887 25.277 -0.405 -0.584 -0.152
O 1.492 7.147 24.929 -0.398 -0.118 -0.119
O 14.811 2.765 31.284 0.219 -0.024 0.463
O 2.427 9.511 25.533 -0.104 0.044 0.266
O 7.845 13.708 27.513 -0.122 0.032 0.023
O 9.528 3.458 27.221 -0.049 -0.318 -0.293
O 2.716 12.596 30.001 -0.474 0.064 0.224
O 14.346 3.838 0.015 0.161 0.219 -0.489
O 7.086 2.662 27.335 -0.493 0.253 0.136
O 3.297 -1.127 33.563 0.25 -0.074 -0.453
O 11.685 9.806 24.027 -0.29 0.103 -0.007
O 2.323 9.418 33.559 -0.227 0.36 -0.089
O 10.667 7.527 24.782 -0.202 -0.387 -0.086
O 7.275 12.79 32.589 0.349 -0.257 -0.189
O 8.835 3.337 32.104 0.096 -0.442 0.108
O 16.139 9.231 25.376 -0.236 -0.283 -0.003
O 6.685 12.702 23.099 0.097 -0.141 0.208
O 9.48 1.823 24.874 0.016 -0.129 0.411
O 12.828 4.133 32.124 -0.579 0.119 -0.329
O 12.795 1.583 32.584 0.346 -0.067 -0.046
O 3.901 2.596 31.808 -0.489 0.166 -0.215
O 2.989 0.649 28.56 -0.11 -0.106 0.594
O 10.676 9.41 26.624 0.21 0.324 -0.218
O 15.504 3.641 28.92 -0.224 0.677 0.097
O 16.125 3.107 23.212 -0.113 0.386 0.334
O 17.166 4.137 30.854 0.296 -0.329 0.48
O 7.285 3.179 24.227 0.29 0.305 0.367
O 3.349 10.439 31.264 -0.016 -0.038 -0.209
O 1.962 2.731 24.72 -0.149 0.017 -0.075
O 3.546 13.692 25.481 0.042 0.299 0.386
O 7.263 5.88 25.73 -0.112 -0.453 0.182
O 7.168 -1.17 29.674 -0.163 -0.288 -0.057
O 12.059 14.067 28.347 -0.162 -0.007 -0.27
O 4.542 2.605 29.242 -0.194 0.586 -0.079
O 13.724 13.538 26.449 0.153 -0.305 -0.147
O 4.584 3.071 24.663 0.046 -0.399 0.147
O 9.095 7.267 26.935 -0.064 0.286 -0.082
O 11.698 0.42 28.456 0.046 -0.019 -0.231
O 5.114 11.645 29.634 0.502 0.323 0.179
O 3.561 4.641 0.227 0.368 0.345 -0.128
O 6.822 -1.009 32.224 -0.54 0.071 0.18
O 9.676 -1.228 28.7 0.02 -0.227 -0.186
O 5.823 5.161 23.616 -0.584 0.129 0.044
O 17.334 9.251 31.452 -0.019 0.144 -0.402
O 5.434 2.796 0.92 0.015 0.085 -0.434
O 12.135 11.577 27.373 0.249 -0.052 -0.445
O 10.105 11.561 32.779 -0.321 0.243 -0.044
O 6.375 3.055 31.098 -0.084 0.577 0.248
O 6.744 7.544 27.896 0.16 0.266 -0.386
O 7.178 11.199 28.03 0.438 -0.325 0.576
O 5.433 0.637 30.722 -0.29 -0.393 -0.318
O 15.669 11.424 26.73 0.028 0.204 -0.072
O 16.068 5.986 27.074 0.472 -0.069 -0.024
O 10.928 9.955 29.12 -0.467 0.047 0.249
O 14.643 6.014 24.815 0.007 -0.332 -0.066
O 13.497 6.502 27.125 0.244 0.401 0.018
O 16.124 2.009 26.982 0.571 0.172 0.204
O 15.396 7.765 28.839 -0.471 -0.508 0.06

Results
total energy: -101648.222 eV
total energy less fixed offsets of O -438.35, Si -107.03 eV per atom: 4.978 eV
